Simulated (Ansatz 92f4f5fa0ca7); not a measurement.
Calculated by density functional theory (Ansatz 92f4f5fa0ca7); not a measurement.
Periodic cell of 223 atoms, Si132O90B1, from a study of silicon, its oxide and their interface. The atomic structure is a simulated model.
Doubt: the cutoff is far below the 930 eV that the study's wrapper takes by default for these files, so forces and energies are approximate.

Settings: functional PBE; potential files Ansatz PAW; basis plane waves; wave-function cutoff 580 eV; density cutoff ratio 5; exchange-correlation grid ratio 1; k mesh 1 x 1 x 1, Gamma-centred; self-consistency stop 5e-08 eV per atom in the density residual; occupations fixed; spin none; net charge -1 e, with a uniform compensating background and no finite-size correction.

Cell vectors (angstrom)
a  10.938  0  0
b  0  10.938  0
c  0  0  32.1988

Atoms: element, x, y, z (angstrom)
Si  10.5791  0.235  24.8903
Si  5.7422  10.6735  24.7611
Si  2.4776  2.9184  24.656
Si  8.4095  2.4805  24.9063
Si  0.2612  5.1747  24.7921
Si  5.1404  5.7538  24.7157
Si  2.9173  8.0207  24.6668
Si  7.9328  8.4396  24.7307
Si  1.3394  1.3759  26.0516
Si  6.8458  1.2733  26.1786
Si  4.0457  4.097  26.0064
Si  9.5956  4.0958  26.1526
Si  1.3602  6.8366  26.0611
Si  6.7698  6.8577  26.0383
Si  4.1379  9.5265  26.0574
Si  9.4598  9.5605  26.1574
Si  2.7385  -0.013  27.3694
Si  8.1584  -0.0782  27.6142
Si  0.0166  2.7185  27.5063
Si  5.4424  2.735  27.3895
Si  2.7291  5.4689  27.4484
Si  8.1871  5.5359  27.4268
Si  -0.0664  8.1777  27.4475
Si  5.5052  8.2046  27.5095
Si  4.1046  1.3379  28.7611
Si  9.5846  1.3397  28.8591
Si  1.3541  4.1312  28.8404
Si  6.8263  4.1147  28.7416
Si  4.1162  6.8189  28.8135
Si  9.4049  6.9734  28.9222
Si  1.3565  9.5658  28.7393
Si  6.963  9.3747  29.0189
Si  -0.0315  -0.0807  30.1775
Si  5.498  -0.054  30.1322
Si  2.7421  2.7223  30.1542
Si  8.1932  2.7458  30.1378
Si  -0.0638  5.5133  30.1331
Si  5.5303  5.503  30.1634
Si  2.7234  8.2056  30.1275
B  8.2064  8.1704  30.1895
Si  1.3558  1.332  31.511
Si  6.8283  1.36  31.4873
Si  4.1355  4.1092  31.5003
Si  9.5631  4.1108  31.5088
Si  1.344  6.8446  31.4805
Si  6.992  6.9624  31.3885
Si  4.0965  9.568  31.5072
Si  9.4272  9.3964  31.3743
Si  2.74  -0.0104  0.6909
Si  8.2049  -0.048  0.5969
Si  -0.0064  2.727  0.6684
Si  5.4874  2.7283  0.6718
Si  2.7355  5.4925  0.63
Si  8.2101  5.5023  0.6502
Si  -0.039  8.1923  0.6276
Si  5.5173  8.1994  0.6256
Si  4.1294  1.3632  2.0455
Si  9.5496  1.3201  1.9954
Si  1.3796  4.131  1.9973
Si  6.8564  4.1084  2.0222
Si  4.1285  6.8348  1.9971
Si  9.5852  6.8342  2.04
Si  1.3511  9.533  2.0092
Si  6.8322  9.599  2.0165
Si  -0.021  -0.0495  3.3534
Si  5.4979  0.0104  3.4558
Si  2.7776  2.7979  3.3297
Si  8.186  2.6816  3.4038
Si  0.0303  5.4751  3.4098
Si  5.4789  5.466  3.3778
Si  2.7724  8.2017  3.4016
Si  8.202  8.2319  3.3539
Si  1.3888  1.388  4.602
Si  6.8465  1.355  4.876
Si  4.1547  4.0872  4.7781
Si  9.5748  4.0715  4.7223
Si  1.4216  6.831  4.7858
Si  6.8227  6.8857  4.7123
Si  4.1275  9.5734  4.8094
Si  9.5525  9.5504  4.7727
Si  2.7426  0.1073  6.037
Si  8.2035  -0.0544  6.2402
Si  0.0265  2.6724  6.0179
Si  5.4758  2.7295  6.2645
Si  2.8179  5.4804  6.1534
Si  8.1785  5.4708  6.0169
Si  0.0177  8.1858  6.1256
Si  5.5203  8.2278  6.2121
Si  3.8342  1.577  7.5789
Si  9.8367  1.141  7.4313
Si  1.6291  3.8042  7.2837
Si  6.6512  4.4159  7.461
Si  4.4036  6.6368  7.5281
Si  9.3703  6.9456  7.3783
Si  1.139  9.9174  7.2756
Si  7.1573  9.2327  7.6489
O  8.307  8.0856  7.8674
O  2.713  2.7399  7.9298
O  9.522  1.3896  24.3364
O  4.0113  6.8595  24.1818
O  0.0241  0.0242  7.9365
O  5.5313  5.5181  8.0091
O  6.8482  9.5739  24.1848
O  1.3599  4.0671  24.2152
O  3.8568  7.3881  8.9176
O  0.8071  4.3801  8.5726
O  9.8106  6.18  8.781
O  2.1086  9.3849  8.4877
O  7.5012  3.9267  8.791
O  4.2682  0.933  9.0497
O  6.746  9.5482  9.2131
O  9.2057  1.8607  8.7763
O  7.6701  3.1708  23.6121
O  10.4903  5.8384  23.4716
O  5.0682  0.4558  23.4504
O  5.838  5.1149  23.3678
O  3.0944  2.2303  23.2755
O  2.2785  8.7577  23.3071
O  8.6131  7.7497  23.3961
O  0.1898  10.372  23.5824
Si  4.3894  1.5827  22.4914
Si  3.4891  7.9287  14.0297
Si  7.1174  0.9599  14.6647
Si  0.9377  9.3699  22.5591
Si  1.1747  4.3063  11.8707
Si  6.2623  8.9664  15.3208
Si  0.6747  1.3645  12.295
Si  8.6368  4.9485  20.5327
Si  0.3218  5.7118  9.3436
Si  5.0982  3.1196  17.9446
Si  0.88  3.7416  16.7432
Si  10.4026  2.8382  19.2325
Si  5.2775  1.1836  10.333
Si  0.8907  0.1701  19.8683
Si  6.6463  9.4574  10.8517
Si  9.3438  9.679  18.3327
Si  9.3874  9.2463  12.57
Si  6.5687  3.8569  22.6312
Si  2.4375  8.0712  9.3683
Si  10.5896  7.3653  17.0831
Si  2.5115  6.2902  16.5787
Si  10.1724  4.4926  14.1829
Si  6.1397  9.1871  18.5189
Si  7.9675  2.5728  9.5643
Si  8.8759  2.1448  12.4442
Si  5.3388  6.2447  18.0706
Si  3.9296  0.5597  19.4862
Si  4.2731  3.8365  12.0446
Si  5.5431  6.6015  12.1326
Si  8.0124  2.4978  17.226
Si  4.3565  2.4786  14.9648
Si  1.5373  1.209  15.2546
Si  1.5688  9.4101  12.039
Si  8.0469  6.852  13.8683
Si  10.3785  9.8343  15.4892
Si  9.8145  7.0101  22.5721
Si  8.1115  5.4788  17.4309
O  6.0454  7.9572  11.281
O  6.0186  9.2085  16.9006
O  7.6785  1.3651  13.1934
O  0.8906  1.7458  13.8649
O  9.4327  6.2454  16.9016
O  6.7604  6.2027  13.1318
O  5.1301  4.6582  18.6106
O  9.2258  2.1455  18.2837
O  2.3742  0.0939  19.1047
O  9.4178  10.2368  16.7734
O  2.7839  4.4334  11.7056
O  5.0714  10.3258  19.116
O  9.4187  3.2464  13.4842
O  0.4598  1.7601  19.9647
O  3.1513  1.3586  15.0602
O  8.1554  5.368  19.0472
O  3.8946  6.5958  17.39
O  4.5707  3.2766  16.3883
O  9.0595  5.6693  14.3199
O  5.4606  2.7643  22.1626
O  10.6745  4.1454  15.6773
O  0.3352  3.8591  18.2785
O  10.4317  10.5073  19.2345
O  9.6397  10.0239  14.0302
O  10.9191  8.1206  22.13
O  1.1893  2.1584  16.5263
O  9.7382  3.7433  20.4221
O  8.139  4.0291  16.6993
O  -0.0445  9.1018  11.9055
O  6.5811  2.4114  18.0088
O  5.5783  10.7138  11.174
O  7.7523  9.5921  18.8466
O  10.0254  1.0221  12.0594
O  1.3109  6.9573  9.0599
O  0.6155  4.7704  13.3377
O  5.7026  7.6252  18.9845
O  5.2328  5.0846  11.5173
O  2.7143  6.9827  15.1164
O  0.9097  2.7393  11.4626
O  0.861  10.6801  15.5444
O  2.4025  8.5872  10.904
O  4.6939  2.4299  11.2618
O  4.2474  3.5054  13.675
O  2.1967  4.6816  16.4893
O  10.6936  8.2449  15.7012
O  6.9261  10.2921  14.6707
O  2.3404  8.9482  13.4203
O  8.0314  1.5237  15.9091
O  4.1302  6.9974  12.855
O  4.1765  2.0116  18.7361
O  7.3212  4.415  21.3157
O  8.4112  2.9211  11.0909
O  1.1818  6.8667  17.3598
O  5.6526  1.5765  14.7571
O  8.1273  9.7549  11.5862
O  9.2329  6.2846  21.2427
O  8.9562  7.7156  12.8572
O  1.6498  0.1171  11.8784
O  6.6509  6.1473  17.0758
O  7.3898  7.8004  15.0411
O  1.2212  10.2895  21.2478
O  10.0335  8.1999  18.3605
O  3.9682  0.8554  21.1
O  0.3308  5.3208  10.9093
O  6.6972  1.5708  9.629
O  4.7732  8.7078  14.6862

Results
free energy: -135250.533 eV
free energy less fixed offsets of B -154.04, O -568.88, Si -635.61 eV per atom: 3.227 eV

Forces (eV/angstrom), in the order of the atoms: element, x, y, z
Si  -0.0757  0.0107  0.2912
Si  -0.0103  0.0036  0.3085
Si  -0.064  0.0618  0.2734
Si  0.0514  -0.0016  0.2585
Si  0.0465  -0.0419  0.295
Si  -0.0038  0.0736  0.2775
Si  0.0179  -0.0616  0.2713
Si  -0.0156  -0.0085  0.33
Si  0.0052  0.0175  0.0067
Si  0.03  -0.0099  -0.0149
Si  -0.0057  -0.004  0.0195
Si  -0.0147  -0.0212  -0.0488
Si  0.01  0.0218  -0.0391
Si  -0.0507  -0.0466  -0.0281
Si  -0.0019  -0.0095  -0.0502
Si  0.0471  0.1  -0.026
Si  -0.0227  0.0249  -0.0703
Si  -0.066  0.0069  0.0981
Si  0.0157  0.0062  0.0539
Si  -0.0263  0.0065  -0.0593
Si  0.0094  -0.0038  0.0143
Si  0.1005  -0.0181  -0.0354
Si  0.0102  -0.1007  -0.027
Si  -0.0032  0.0626  0.0716
Si  0.0226  0.0111  0.0446
Si  -0.015  0.0145  -0.1469
Si  0.0074  -0.0837  -0.1303
Si  -0.003  -0.0297  0.0626
Si  -0.0397  -0.0177  -0.0759
Si  -0.0837  0.0833  0.1148
Si  -0.0076  0.0106  0.0601
Si  0.032  0.0436  -0.0083
Si  0.0425  -0.0302  0.0565
Si  -0.0535  0.0235  0.0386
Si  0.0055  -0.0167  0.0095
Si  -0.0234  0.0214  0.0137
Si  -0.0436  0.0316  -0.0214
Si  0.0219  -0.0207  0.0572
Si  -0.0009  0.0286  -0.0012
B  0.024  -0.0268  -0.1007
Si  0.0113  0.0032  0.0472
Si  -0.0174  0.0304  -0.01
Si  -0.0127  -0.0187  0.0307
Si  0.0189  -0.0403  0.0258
Si  0.0248  -0.0145  -0.0049
Si  0.0876  0.0534  -0.086
Si  -0.0323  0.0184  0.018
Si  -0.0586  -0.0563  -0.107
Si  -0.0196  0.0066  0.0163
Si  0.0618  0.0267  -0.0258
Si  -0.0036  -0.0171  0.006
Si  0.0001  0.0077  0.003
Si  0.0213  -0.0061  -0.0209
Si  -0.0685  -0.0065  0.0139
Si  0.0055  0.0595  0.0042
Si  -0.0162  -0.0548  -0.007
Si  0.04  -0.0209  -0.0089
Si  0.0034  0.025  0.0287
Si  -0.0493  0.0259  -0.0342
Si  0.0216  -0.0661  0.0346
Si  -0.013  0.0195  0.0322
Si  0.0382  -0.0352  -0.0002
Si  0.0666  -0.0316  0.0257
Si  -0.0573  0.0401  0.0004
Si  0.0927  0.1441  0.0792
Si  -0.0492  -0.0223  -0.0869
Si  -0.0782  -0.1454  0.1346
Si  0.0751  0.093  -0.0858
Si  -0.0537  -0.0198  -0.0114
Si  0.008  0.0206  0.0275
Si  -0.0504  -0.0057  -0.0934
Si  0.0102  -0.0604  0.0643
Si  -0.0134  0.0034  -0.0997
Si  -0.0221  -0.0082  0.0761
Si  0.0256  0.0344  -0.0261
Si  0.0108  -0.0154  0.0147
Si  0.0188  0.0096  0.0207
Si  0.0184  0.0232  -0.0541
Si  0.0165  0.0368  0.0733
Si  -0.0269  -0.0328  -0.0494
Si  0.0026  0.0339  -0.0252
Si  0.0089  -0.0072  0.0605
Si  0.0129  -0.0243  -0.0077
Si  -0.0063  -0.0136  0.0474
Si  -0.0021  0.0032  0.0512
Si  -0.0091  -0.0035  -0.0209
Si  0.0027  -0.004  0.0323
Si  0.002  -0.0205  -0.0018
Si  -0.0145  0.0217  -0.285
Si  0.035  -0.0006  -0.2458
Si  -0.0026  -0.0243  -0.2332
Si  -0.0347  0.0461  -0.2308
Si  0.0334  -0.0332  -0.2564
Si  -0.0201  0.0234  -0.2503
Si  -0.0436  0.0197  -0.2079
Si  0.0166  -0.0215  -0.3341
O  -0.0008  0.0148  0.1419
O  0.033  -0.0242  0.1254
O  0.0058  0.0069  -0.1626
O  -0.0004  0.0028  -0.1538
O  0.0078  -0.0177  0.1254
O  -0.0013  -0.0178  0.1296
O  -0.0224  0.0251  -0.1168
O  0.0126  -0.0245  -0.1588
O  -0.0916  0.08  0.2481
O  -0.0698  0.0992  0.2583
O  0.0835  -0.0655  0.2358
O  0.0624  -0.0803  0.2358
O  0.0764  -0.1008  0.2445
O  0.0973  -0.0342  0.345
O  -0.0341  0.0121  0.4178
O  -0.1136  0.0893  0.2782
O  -0.1265  0.0949  -0.3209
O  -0.1054  0.1141  -0.2794
O  -0.0883  0.1131  -0.3387
O  0.0884  -0.1461  -0.3055
O  0.1192  -0.0978  -0.2952
O  -0.1052  0.0987  -0.2784
O  0.1358  -0.1093  -0.3149
O  0.1126  -0.1323  -0.3506
Si  0.0083  0.0273  0.5333
Si  -0.0114  0.002  -0.134
Si  0.0344  0.0124  -0.0857
Si  -0.0099  -0.0501  0.5315
Si  -0.0408  0.0694  -0.2529
Si  0.0029  -0.0011  0
Si  -0.0002  0.0042  -0.1734
Si  -0.0572  0.0714  0.4362
Si  -0.0393  -0.0152  -0.4079
Si  -0.0278  -0.0365  0.1266
Si  -0.0393  -0.0029  0.0615
Si  -0.0109  0.0189  0.2595
Si  -0.0334  -0.0448  -0.3954
Si  0.0779  -0.097  0.3314
Si  -0.0423  0.0679  -0.4121
Si  0.0376  0.0346  0.1506
Si  -0.0303  0.0316  -0.193
Si  -0.0222  0.0077  0.5004
Si  0.0554  -0.0242  -0.412
Si  -0.0386  0.0125  0.0687
Si  0.004  0.0073  0.0129
Si  0.022  -0.0236  -0.1032
Si  -0.024  0.0424  0.1399
Si  0.0508  0.0209  -0.4358
Si  -0.0234  0.0489  -0.2517
Si  0.0392  -0.0117  0.1013
Si  -0.0426  0.0249  0.3639
Si  0.0189  -0.0535  -0.227
Si  0.0066  0.0392  -0.2099
Si  0.0196  0.0068  0.083
Si  0.0057  0.0395  -0.0596
Si  -0.0229  0.0184  -0.0511
Si  0.0531  -0.0554  -0.2556
Si  -0.0013  -0.0029  -0.1013
Si  -0.0312  0.0115  -0.0303
Si  -0.0101  0.0275  0.4681
Si  0.0061  -0.019  0.1741
O  -0.0247  -0.0979  0.1395
O  0.0001  -0.0056  -0.066
O  -0.0314  -0.0274  0.1031
O  0.0188  -0.0064  0.0956
O  0.0287  0.0198  -0.0324
O  0.046  -0.0047  0.0787
O  -0.002  0.0127  -0.0563
O  -0.0479  -0.011  -0.0902
O  0.019  0.0049  -0.114
O  0.0069  -0.0029  -0.0536
O  0.0235  -0.0132  0.0788
O  0.0625  -0.0666  -0.0949
O  0.0156  0.034  0.0739
O  -0.0296  0.0336  -0.0931
O  0.0052  -0.0091  0.0155
O  -0.035  0.0282  -0.2492
O  -0.0269  -0.001  -0.0343
O  -0.0068  -0.0008  -0.0353
O  -0.0033  0.0023  0.0205
O  -0.0095  -0.0161  -0.1594
O  0.0138  -0.0064  0.0224
O  0.0415  0.0212  -0.107
O  -0.0905  -0.0342  -0.1197
O  0.0189  0.0083  0.0886
O  0.0163  0.015  -0.1591
O  0.0105  -0.0069  -0.0139
O  0.0655  -0.0788  -0.1629
O  -0.0038  -0.0069  -0.0334
O  -0.034  0.0065  0.0798
O  0.0154  0.0006  -0.0457
O  0.0091  -0.0344  0.1342
O  -0.0015  -0.0068  -0.0545
O  0.0161  -0.0059  0.0712
O  0.0017  0.0023  0.1394
O  -0.0369  0.0066  0.1068
O  -0.0053  -0.0169  -0.0627
O  -0.0016  0.0194  0.0851
O  -0.0089  -0.0134  0.0352
O  -0.0016  -0.0372  0.0843
O  0.0066  -0.0054  0.0145
O  -0.054  0.087  0.2668
O  -0.0412  0.1212  0.1663
O  0.0004  -0.0307  0.1253
O  0.0081  0.0092  -0.0101
O  0.0124  -0.0045  -0.0037
O  -0.008  -0.0077  0.024
O  0.0382  -0.0208  0.1062
O  -0.0029  -0.0074  -0.0043
O  -0.0339  0.022  0.0915
O  0.0352  0.0732  -0.1165
O  0.1318  0.0523  -0.2654
O  0.0515  -0.0239  0.2653
O  0.0179  -0.0041  -0.021
O  -0.0123  -0.0012  0.0263
O  0.1053  -0.0174  0.1472
O  -0.0632  -0.12  -0.2586
O  -0.0119  -0.0357  0.071
O  -0.018  0.0214  0.0711
O  -0.0082  0.0049  -0.0397
O  -0.0118  0.0174  0.0263
O  -0.0082  0.1543  -0.3487
O  0.0139  -0.0256  -0.0635
O  -0.0383  -0.0931  -0.3767
O  0.0443  -0.0742  0.2519
O  -0.0448  -0.0254  0.1506
O  0.0147  0.0121  0.0308

The program warned: the cutoff lies below the one the program advises for these potential files; the exchange-correlation potential is rough where the density is thin.
